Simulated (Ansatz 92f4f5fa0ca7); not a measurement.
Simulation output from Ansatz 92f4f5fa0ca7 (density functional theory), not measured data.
Periodic cell of 220 atoms, Si132O88, from a study of silicon, its oxide and their interface. The atomic structure is a simulated model.
This geometry differs little from another in the collection (a relaxation step or a small displacement).

Settings: functional r2SCAN; potential files Ansatz PAW; basis plane waves; wave-function cutoff 800 eV; density cutoff ratio 5; exchange-correlation grid ratio 1; k mesh 1 x 1 x 1, shifted by 0.5 0.5 0 of a step; self-consistency stop 1e-10 eV per atom in the density residual; occupations fixed; spin none; net charge 0.

Cell vectors (angstrom)
a  10.888  0  0
b  0  10.888  0
c  0  0  32.0007

Atoms and the computed forces on them: element, x, y, z (angstrom), force x, y, z (eV/angstrom)
Si  -0.068  0.2648  -0.2101  0.0047  -0.0054  -0.043
Si  2.4356  3.0991  0.1677  0.003  -0.0004  -0.0335
Si  0.1672  5.2332  0.1248  -0.0088  0.0062  -0.0408
Si  3.1033  8.0062  0.0926  -0.0011  0.0088  -0.0341
Si  5.6636  -0.1781  0.4174  -0.0071  0.0055  -0.036
Si  8.4405  2.3594  -0.0181  -0.0055  0.0038  -0.0396
Si  5.137  5.6474  0.0844  0.0001  -0.0057  -0.0344
Si  7.8688  8.5848  0.04  0.007  -0.0018  -0.0445
Si  1.3565  1.3799  1.3278  -0.0017  -0.0018  0.0026
Si  4.0361  4.1634  1.4983  0.0015  -0.0011  -0.0007
Si  1.392  6.865  1.3067  0.0025  0.0016  -0.0024
Si  4.1412  9.4505  1.6016  -0.0035  -0.0012  0.0033
Si  6.9507  1.3637  1.5284  0.0024  0.0004  0.007
Si  9.5142  3.9972  1.3521  -0.0015  -0.0018  0.0035
Si  6.8188  6.8254  1.2637  -0.001  -0.0011  0.0051
Si  9.5987  9.624  1.2411  0.0032  -0.0002  0.0018
Si  -0.0041  2.6882  2.7585  -0.0006  -0.0032  0.0034
Si  2.7025  0.0169  2.7309  -0.0039  0.0003  -0.003
Si  0.0053  8.2168  2.6385  0.0007  0.004  -0.004
Si  2.6792  5.519  2.8129  0.0004  0.0009  -0.0031
Si  5.4734  2.7571  2.7403  0.0017  0.0024  -0.0009
Si  8.2966  -0.018  2.8147  0.0034  0.0021  -0.0044
Si  5.5344  8.0825  2.8409  -0.0005  -0.0009  0.0025
Si  8.1559  5.4348  2.6399  -0.0019  -0.0005  -0.0032
Si  1.3413  4.0865  4.1013  0.001  0.0003  0.003
Si  4.0945  1.3719  4.0707  0.0002  0.0006  -0.0012
Si  1.3339  9.5521  4.0759  -0.0005  -0.0014  0.0025
Si  4.0968  6.8013  4.1683  -0.0012  0.0006  0.0022
Si  6.8144  4.1255  4.0863  -0.0003  0.0016  0.003
Si  9.5732  1.3666  4.17  0.0013  0.0001  0.002
Si  6.8823  9.5001  4.1248  0.0009  -0.0007  -0.0006
Si  9.5329  6.8121  3.9976  -0.0004  0.0013  0.0023
Si  0.0204  0.0027  5.5022  0.0009  0.0013  0.0012
Si  2.7302  2.7301  5.4458  0.0009  -0.0001  0.0005
Si  -0.0266  5.4593  5.4163  -0.0004  0.0013  0.0005
Si  2.7157  8.2032  5.4416  -0.0019  0.0003  0.0013
Si  5.4595  -0.0092  5.4183  -0.0008  0.0011  0.0026
Si  8.1682  2.7412  5.4487  -0.0009  0.0012  0
Si  5.4537  5.4309  5.4919  -0.0002  -0.0006  0.0011
Si  8.2085  8.1301  5.4623  0.0012  0.0004  -0.0024
Si  1.3772  1.3777  6.833  -0.0013  0.0012  -0.0008
Si  4.0908  4.0673  6.8225  -0.0005  0.0019  -0.0001
Si  1.3557  6.8109  6.7682  0.0001  0  -0.0002
Si  4.0799  9.5497  6.8007  0.0001  -0.0002  0
Si  6.8021  1.3578  6.7817  0.0009  0.0003  0.0002
Si  9.5221  4.1029  6.8045  0.001  -0.0004  -0.0018
Si  6.8113  6.8047  6.8306  -0.0006  0.0021  -0.0008
Si  9.5344  9.5179  6.8221  -0.0016  0.0011  -0.0012
Si  0.0029  2.7534  8.1774  -0.0002  0.0009  -0.0018
Si  2.7268  0.0093  8.1765  0.0008  0.001  0
Si  0.0158  8.1614  8.1437  0.0008  0.0001  0.0002
Si  2.7216  5.4606  8.1368  0  0.001  0.0019
Si  5.4436  2.6874  8.1562  -0.001  -0.0002  0.0016
Si  8.1364  -0.0135  8.1565  -0.0006  0.0009  -0.0002
Si  5.4183  8.1718  8.1651  0.0008  0.0009  0.0006
Si  8.1562  5.4265  8.1754  -0.0009  0.0008  -0.0005
Si  1.3997  4.1165  9.5288  0.0002  -0.0005  0.0014
Si  4.0857  1.3535  9.5311  -0.0004  -0.0002  0.0004
Si  1.3641  9.5127  9.5118  -0.0014  0.0001  -0.0032
Si  4.0461  6.818  9.534  0  0.0015  0.0005
Si  6.7764  4.0576  9.5133  0.0004  0.0006  -0.0016
Si  9.493  1.3697  9.4924  0.0001  0.0015  -0.0025
Si  6.756  9.5283  9.5375  0.0012  0.0019  0.0031
Si  9.5372  6.8078  9.4774  -0.0002  0.001  0.0002
Si  -0.0268  -0.0085  10.8097  -0.0016  0.0011  0.0002
Si  2.7771  2.7477  10.8881  0.0029  0.0013  0.0014
Si  0.0445  5.5186  10.8462  -0.0018  0.0027  -0.0032
Si  2.696  8.1792  10.9338  -0.0003  0.0033  -0.0034
Si  5.3709  -0.0228  10.9289  -0.0004  0.0024  -0.0019
Si  8.12  2.7006  10.8812  0.0018  0.0006  0.0024
Si  5.3918  5.4088  10.8541  0.0011  -0.0031  -0.0003
Si  8.1382  8.1197  10.8187  0.0021  -0.0005  -0.0029
Si  1.3782  1.3439  12.1176  0.0018  -0.0024  0.0038
Si  4.1056  4.1002  12.3373  0.0025  0.0014  -0.0022
Si  1.3207  6.8713  12.3303  0.0015  0.0018  -0.001
Si  4.0241  9.5073  12.3533  -0.0005  -0.0002  -0.0011
Si  6.7004  1.361  12.2624  -0.0004  0.004  -0.0017
Si  9.5658  4.1211  12.084  -0.0053  0.0001  -0.0034
Si  6.7952  6.7205  12.1631  -0.002  -0.0004  -0.0014
Si  9.463  9.5164  12.1303  0.0039  -0.0005  0.0037
Si  0.0111  2.7392  13.3773  -0.0013  0.0008  0.0026
Si  2.5869  0.0368  13.6605  -0.0054  -0.0006  -0.0028
Si  -0.1177  8.2788  13.6323  -0.0013  0.0047  0.004
Si  2.6611  5.4535  13.6745  0.0021  0.001  -0.006
Si  5.4776  2.7294  13.7805  0.0041  0.0018  -0.003
Si  8.0652  -0.0745  13.4926  0  0.0019  -0.003
Si  5.471  8.0522  13.5622  -0.001  0.0008  -0.001
Si  8.2082  5.3647  13.4933  -0.0008  0.0013  -0.0078
Si  1.4245  3.842  14.8807  -0.0032  0  0.0377
Si  3.6925  1.6524  14.9507  0.0066  -0.0032  0.0386
Si  0.7663  10.062  14.9568  0.0044  -0.0038  0.0396
Si  4.1402  6.7368  14.9711  0.0024  0.002  0.0425
Si  7.3916  3.6935  14.959  -0.0002  0.0049  0.039
Si  9.4855  1.3769  14.5853  -0.0009  -0.0002  0.0143
Si  6.9955  9.2253  14.8827  -0.0056  0.0066  0.0459
Si  9.1907  7.011  14.8337  0.0021  -0.0019  0.026
Si  25.2085  -12.4826  19.0313  0.0017  0.0112  0.0514
Si  -11.4946  4.6442  22.2378  0.0033  -0.0123  0.0174
Si  10.67  31.2056  24.4166  0.0063  0.0006  -0.0149
Si  15.6099  12.685  25.298  -0.0002  -0.0006  -0.0198
Si  8.3922  -2.732  28.9793  -0.0063  0.0014  -0.0698
Si  4.8572  1.8335  17.6413  -0.0025  -0.0004  0.0737
Si  -10.7575  16.5924  16.9041  0.002  0.0086  0.0688
Si  19.3889  32.0427  22.455  0.0032  0.0118  0.0206
Si  -9.4737  16.7282  27.1755  0.0051  -0.0056  -0.0518
Si  -6.9797  3.8895  23.376  0.0029  0.0005  0.0038
Si  6.2836  14.4517  29.9282  0.0039  0.0028  -0.0761
Si  13.0733  -0.8399  29.7579  0.0114  -0.0077  -0.0758
Si  7.592  16.8857  25.3099  0.0029  0.0042  -0.0296
Si  13.938  19.3482  27.2058  0.0116  -0.0144  -0.0507
Si  10.2133  5.7361  29.1936  0.0038  0  -0.0831
Si  5.703  4.8289  17.0883  -0.0077  -0.0004  0.0684
Si  -4.0927  16.7993  19.7678  0.0108  0.0084  0.0545
Si  3.8398  9.8999  21.7472  0.0093  0.0011  0.0278
Si  -4.6222  21.0917  17.8066  0.0015  -0.0051  0.0747
Si  9.6507  17.0248  19.5685  -0.0119  0.0056  0.0517
Si  17.0159  27.5803  22.7623  -0.0082  0.0032  0.0161
Si  11.7016  -9.5649  24.3098  -0.0004  -0.0016  -0.0071
Si  25.4301  20.6766  24.5975  0.0052  0.0069  -0.0118
Si  -13.5989  -6.7825  27.7499  0.0078  -0.0065  -0.057
Si  -4.8176  30.6957  23.2806  0.0018  -0.0028  -0.0001
Si  4.1006  1.5064  30.1787  0.0027  -0.0034  -0.063
Si  -2.0412  13.1312  23.2764  0.0029  -0.0018  -0.0004
Si  2.1334  29.8746  16.7162  0.0081  -0.0114  0.0593
Si  -2.8528  8.628  19.7332  0.0035  -0.0027  0.0457
Si  6.1894  40.7224  27.0512  -0.0051  0.0002  -0.0451
Si  13.8381  -20.7155  19.8212  -0.0172  -0.0031  0.0501
Si  12.7152  2.6859  21.7982  0.0026  0.004  0.0225
Si  -0.4176  -4.2992  24.7026  -0.001  0.0049  -0.0181
Si  -13.2165  20.7125  26.6235  0.0017  0.0069  -0.0482
Si  18.5514  1.7663  25.9759  -0.0086  -0.0061  -0.0334
Si  2.4249  14.2083  25.8549  0.0013  -0.0071  -0.0285
O  0.7792  -0.2653  -1.5657  -0.0172  0.012  0.0356
O  -4.4332  -5.5669  -10.7562  0.0045  0.0001  -0.024
O  10.2495  -5.1174  -1.1974  0.0115  -0.0063  0.0609
O  -8.1626  8.9597  -1.1738  0.0041  -0.0143  0.0402
O  -2.4081  8.2521  -1.4284  -0.0095  0.0061  0.0665
O  -4.2088  9.6567  -0.3187  -0.0032  0.0033  0.019
O  12.6024  1.6032  -9.0013  0.0011  0.0021  -0.0059
O  -12.3775  17.8619  -3.4322  0.0012  -0.001  0.0273
O  26.846  8.9857  -7.454  -0.001  -0.0007  0.0051
O  23.096  2.1771  -6.4192  0.0033  0.0025  0.0093
O  13.6597  30.9396  -6.2241  0.0001  -0.006  0.0179
O  -14.9315  29.3075  -12.0831  0  -0.001  -0.013
O  5.5887  4.7074  -1.1707  -0.0093  0.0207  0.0375
O  7.5422  13.7912  -1.2761  0.0175  -0.0123  0.0425
O  -1.5014  7.7503  19.4401  0.0047  -0.005  -0.0152
O  8.0807  -2.7937  15.3658  0.0034  -0.0019  -0.0177
O  1.305  -4.1437  16.5708  0.0007  0.004  -0.0187
O  5.066  14.2434  17.1881  0.0032  0.0101  -0.0294
O  -4.5481  20.7326  16.2362  0.0081  -0.0129  -0.0582
O  6.3674  6.8224  25.9988  -0.0029  0.0042  0.0171
O  10.7512  -5.2654  18.4998  0.0148  -0.0058  -0.0422
O  20.6532  20.1139  25.7433  -0.0083  0.0009  0.0193
O  16.9762  12.3222  26.0461  0.005  0.0046  0.0115
O  -4.7074  0.9393  17.9692  -0.0019  0.0034  -0.0229
O  3.2648  14.3  21.9723  -0.0004  -0.002  -0.0078
O  11.7179  21.5272  24.6847  -0.0011  -0.0016  0.005
O  13.5772  8.1413  18.2193  -0.0133  -0.0111  -0.0373
O  31.7202  -1.0094  23.041  -0.0039  -0.0004  0
O  -2.6414  5.3843  19.2851  -0.0004  -0.0022  -0.0154
O  -2.0285  9.5128  28.1999  0  -0.0091  0.034
O  -7.8274  13.458  30.7717  -0.0117  0.0104  0.0341
O  9.6859  -4.6271  16.1976  -0.013  0.0079  -0.0367
O  4.1375  11.9408  16.4113  -0.0128  -0.0008  -0.0496
O  17.9783  -5.6284  23.9514  0.0016  0.0015  0.0042
O  -9.6184  9.419  16.381  -0.0125  0.0172  -0.0374
O  3.9473  0.459  24.8562  0.0038  -0.002  0.0064
O  1.7262  1.9588  20.3524  0.0105  -0.0058  -0.019
O  2.1626  9.2272  28.3411  -0.0101  0.0183  0.0464
O  -7.0996  24.3783  26.3454  0.0003  0.0013  0.013
O  24.3709  17.8096  27.0846  -0.0048  0.0052  0.014
O  28.6303  26.1246  28.6388  -0.017  -0.0065  0.0384
O  18.0051  -6.3391  16.3436  0.0114  -0.0139  -0.0374
O  27.1845  9.7488  22.0668  -0.0047  -0.0006  -0.0106
O  6.9048  29.5161  28.4797  0.0147  -0.0041  0.0322
O  37.3086  27.0687  23.1165  0.0041  -0.0008  -0.0043
O  8.4731  13.3724  15.347  0.0029  -0.0007  -0.017
O  -11.1811  5.3954  23.6264  -0.0017  0.0021  -0.0009
O  -8.3231  -8.1127  15.3553  -0.0023  0.0056  -0.0189
O  9.508  15.2806  28.6215  0.0049  0.0058  0.0239
O  15.7406  0.6776  31.3177  0.0135  -0.0148  0.042
O  -10.6348  38.7812  26.0894  0.0093  -0.0082  0.0223
O  -2.6164  20.44  21.0331  -0.0041  -0.0091  -0.0259
O  -3.2984  31.3948  18.5342  -0.0115  0.0129  -0.0321
O  -0.8358  5.758  21.0895  -0.0002  0.0058  -0.0261
O  -10.2732  -17.4664  16.2402  0.0098  -0.013  -0.0372
O  13.4294  10.6579  18.936  0.0046  -0.0067  -0.0204
O  22.4481  14.6668  21.8304  0.0007  0.0003  -0.0067
O  9.0343  25.3777  22.4088  0.0016  0.0032  -0.0037
O  8.3485  11.8836  22.3531  -0.0023  0.0018  -0.0046
O  14.3368  19.731  20.588  -0.0038  -0.0022  -0.0287
O  7.0637  -1.6347  26.3876  0.0028  -0.0007  0.0138
O  14.8429  12.8475  18.964  0.011  0.0039  -0.0355
O  8.1639  24.3602  27.2599  0.0031  0.0138  0.0276
O  1.3144  4.17  31.6459  0.0018  -0.0013  0.0152
O  -1.2782  12.224  31.3841  -0.0003  0.0006  0.0192
O  -6.069  5.8096  16.1482  -0.011  0.0141  -0.0355
O  10.5518  0.3463  15.377  -0.0013  0.0018  -0.0186
O  -5.097  27.2388  18.5799  -0.0108  -0.011  -0.0424
O  -7.5206  7.9992  15.684  0.0159  -0.0098  -0.0351
O  7.8686  2.4809  24.5394  -0.0014  -0.0005  0.0105
O  15.7954  2.7528  23.9869  -0.0025  -0.0018  0.0042
O  -8.9156  15.2363  26.9775  -0.0025  0.0098  0.0176
O  -6.2235  8.4532  27.4165  -0.0072  0.0011  0.0157
O  7.4652  9.6649  23.5537  -0.0018  0.0005  -0.0031
O  -22.4275  34.5003  23.955  0.0002  0  0.0006
O  13.8912  9.6313  23.1103  -0.0004  0.0011  -0.0053
O  4.1062  6.8172  31.5439  -0.0003  -0.0018  0.015
O  -13.2254  22.2242  26.1175  -0.0009  -0.0019  0.012
O  2.7226  -6.7679  24.4652  -0.0018  -0.0023  0.0084
O  -7.2096  0.5026  21.1608  -0.0013  0.0028  -0.0198
O  -10.5412  -13.8492  24.1749  -0.0015  -0.003  0.006
O  3.2068  22.1667  29.4035  0.0012  0.0052  0.0244
O  -4.6206  7.4018  22.8251  -0.0025  -0.0008  -0.0019
O  5.2437  35.0637  29.4359  -0.0067  -0.0025  0.0254
O  15.8163  20.4491  18.4714  0.0111  0.0042  -0.0237
O  -2.7567  4.9641  26.4016  -0.0019  -0.0093  0.0274
O  8.8808  17.779  24.9014  -0.002  -0.003  0.0069
O  0.8369  16.7582  28.6754  -0.0139  -0.0017  0.036

Results
free energy: -134624.164 eV
free energy less fixed offsets of O -570.45, Si -639.56 eV per atom: -2.644 eV

The program warned: the cutoff lies below the one the program advises for these potential files; the forces do not sum to zero within the program's tolerance; empty levels may hold ghost states of the PAW files; the exchange-correlation potential is rough where the density is thin.
